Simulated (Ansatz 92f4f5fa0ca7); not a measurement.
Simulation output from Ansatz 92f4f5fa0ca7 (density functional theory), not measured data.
Periodic cell of 192 atoms, Si128O64, from a study of silicon, its oxide and their interface. The atomic structure is a simulated model.
This geometry differs little from another in the collection (a relaxation step or a small displacement).

Settings: functional r2SCAN; potential files Ansatz PAW; basis plane waves; wave-function cutoff 800 eV; density cutoff ratio 5; exchange-correlation grid ratio 1; k mesh 1 x 1 x 1, shifted by 0.5 0.5 0 of a step; self-consistency stop 1e-10 eV per atom in the density residual; occupations fixed; spin none; net charge 0.

Cell vectors (angstrom)
a	10.888	0	0
b	0	10.888	0
c	0	0	28.6107

Atoms and the computed forces on them: element, x, y, z (angstrom), force x, y, z (eV/angstrom)
Si	0.15	-0.2124	0.5118	-0.0042	0.0008	-0.0238
Si	2.4135	2.8074	0.115	0.0013	-0.0014	-0.0211
Si	0.1472	5.0343	-0.1575	0.0004	-0.0036	-0.03
Si	2.2365	8.4681	0.1785	0.0037	-0.0025	-0.02
Si	5.5988	-0.1049	-0.0006	0.0019	-0.0022	-0.023
Si	7.8117	3.1185	-0.0219	-0.0008	-0.0018	-0.0245
Si	5.6611	5.4223	-0.0413	-0.0045	0.0027	-0.0234
Si	7.9936	8.6767	0.064	0.0035	0.0055	-0.0312
Si	1.378	1.3838	1.6274	-0.0001	0.0019	0.0056
Si	4.0534	4.1414	1.2165	0.0002	-0.0007	-0.0018
Si	1.1435	6.7544	1.3028	-0.0018	-0.0017	-0.0036
Si	3.9985	9.591	1.3049	-0.0005	0.0008	-0.003
Si	6.756	1.4541	1.3156	0	0.0014	-0.0014
Si	9.454	4.1115	1.3304	0.0009	0.001	0.0026
Si	6.8825	6.9142	1.2761	0.0005	0.0013	0.0021
Si	9.4583	9.5095	1.6911	-0.0018	-0.0009	0.0008
Si	-0.1015	2.7611	2.7842	-0.0008	0.001	0.0024
Si	2.7723	0.0012	2.8463	0.0011	-0.0004	0
Si	-0.0967	8.0298	2.8608	0.0006	-0.0043	0.0011
Si	2.6667	5.48	2.6218	0	-0.0008	-0.0035
Si	5.3693	2.7765	2.6736	0.0004	0.0011	0.0019
Si	8.0988	0.1349	2.8034	0.0004	0.0027	-0.0003
Si	5.412	8.212	2.6388	-0.0023	0.0006	-0.0058
Si	8.174	5.5285	2.7088	0.0005	0.0002	-0.001
Si	1.3348	4.1262	4.0552	0.0006	-0.0002	-0.0008
Si	4.1062	1.4053	4.1364	0.0003	-0.0016	-0.0008
Si	1.3411	9.4781	4.0922	0.0018	0.0004	0.0003
Si	4.0551	6.8247	4.0058	-0.0018	0.0004	0.0012
Si	6.779	4.1204	4.0166	0.0008	-0.0005	0.0023
Si	9.4821	1.4117	4.1728	-0.0011	0.001	-0.0018
Si	6.7414	9.5757	4.0674	-0.0021	-0.0009	-0.0025
Si	9.4656	6.7549	4.2287	-0.0001	-0.0036	0.0005
Si	-0.0135	-0.012	5.4408	-0.0002	0	0.0037
Si	2.6941	2.7527	5.4318	0.0003	0.0005	0.0016
Si	0.0054	5.4234	5.5045	-0.0012	-0.0001	0.0005
Si	2.7239	8.1517	5.4433	0.0003	0.0005	0.0004
Si	5.4415	0.0283	5.4867	0.0005	-0.0008	-0.0007
Si	8.1186	2.7805	5.4672	-0.0005	0	-0.0001
Si	5.4157	5.4641	5.3881	0.0006	-0.0005	-0.002
Si	8.1096	8.2071	5.4576	-0.0012	-0.0003	0.0024
Si	1.3633	1.3536	6.7849	0	-0.0002	0.0007
Si	4.0825	4.0967	6.7839	-0.0004	-0.0005	-0.0011
Si	1.3748	6.7991	6.8277	-0.0002	-0.0004	-0.001
Si	4.0746	9.5272	6.8036	0.0007	0.0002	-0.0006
Si	6.8129	1.3782	6.835	0.0005	0.0008	-0.0013
Si	9.5235	4.0717	6.8373	-0.0006	0.0002	-0.0007
Si	6.7709	6.8082	6.7836	0.0006	0.0001	-0.0002
Si	9.5196	9.5285	6.8146	0.0008	0.0002	-0.0015
Si	0.0093	2.6944	8.1587	-0.0002	-0.0013	0.0006
Si	2.7263	0.0029	8.1561	-0.0008	0	0.0002
Si	0.0069	8.1644	8.1715	-0.0001	0.0005	0
Si	2.7413	5.4364	8.1738	0.0007	-0.0005	-0.0001
Si	5.4413	2.7373	8.1677	0	-0.0005	-0.0004
Si	8.1849	0.0085	8.18	0.0005	-0.0006	0.0006
Si	5.4336	8.1567	8.1529	0.0002	-0.0001	0.001
Si	8.1618	5.4606	8.1479	0.0009	-0.0003	0.0005
Si	1.3839	4.0489	9.507	0.0003	0.0001	0.0003
Si	4.1025	1.3474	9.5194	0.0005	-0.0004	-0.0003
Si	1.3893	9.5195	9.5198	-0.0009	-0.0015	0.0012
Si	4.1045	6.7948	9.5305	-0.0003	-0.0008	-0.0014
Si	6.8283	4.09	9.516	-0.0003	-0.001	-0.0006
Si	9.5706	1.3437	9.5356	-0.001	-0.0006	-0.0001
Si	6.8216	9.4942	9.4961	0.0022	0.0002	0.0012
Si	9.5347	6.7873	9.5194	0.0008	0.0002	-0.0007
Si	0.0372	-0.0285	10.8909	0.001	0.0003	0.0004
Si	2.7408	2.6968	10.8838	-0.0018	-0.0011	-0.0009
Si	0.0313	5.4168	10.8561	-0.0002	-0.0013	-0.0023
Si	2.7601	8.1625	10.8855	-0.001	0.0011	-0.0011
Si	5.4813	-0.0359	10.8532	-0.0007	-0.0009	-0.0021
Si	8.2168	2.7313	10.86	-0.0005	-0.0009	-0.0025
Si	5.4778	5.4435	10.8886	0.0008	-0.0009	-0.0004
Si	8.1681	8.1374	10.8776	-0.0007	0.0008	-0.0015
Si	1.4106	1.313	12.258	-0.0016	0.0018	0.0026
Si	4.1211	4.0646	12.2163	0.0004	-0.0011	-0.0003
Si	1.391	6.7818	12.2039	-0.0004	0	-0.0017
Si	4.1515	9.4975	12.257	0.0013	-0.0014	0.0014
Si	6.891	1.3077	12.1624	0.001	-0.0009	0.0009
Si	9.5829	4.0701	12.249	0.0004	-0.0014	0.0035
Si	6.8258	6.7912	12.2841	0.0009	-0.0011	-0.0017
Si	9.5538	9.4785	12.2099	0.0011	0.0017	-0.0035
Si	0.0463	2.6737	13.5998	-0.0013	-0.0007	0.0005
Si	2.7898	-0.0517	13.6156	0	-0.0006	-0.0006
Si	0.0104	8.1131	13.5605	0.0004	-0.0011	0.0024
Si	2.7712	5.4567	13.563	0.0011	-0.0001	0.0018
Si	5.5187	2.6409	13.4713	0.0001	-0.002	0.0037
Si	8.2451	-0.0283	13.5665	0.0009	0.0021	0.0038
Si	5.4985	8.1675	13.6839	-0.004	-0.0002	0.0037
Si	8.2248	5.4354	13.6125	0.0009	-0.0013	-0.0019
Si	1.4343	4.035	14.8927	-0.0002	0.0013	-0.0004
Si	4.2135	1.3039	14.9032	-0.0001	-0.0023	0.002
Si	1.3931	9.4559	14.9121	0.0012	-0.0007	0.0036
Si	4.0948	6.8131	15.0177	-0.0007	-0.0024	0.0068
Si	6.9033	3.9458	14.834	0.0019	-0.0028	0.004
Si	9.6395	1.2709	14.9789	-0.0004	-0.0026	-0.0003
Si	6.9201	9.5442	15.0066	-0.0025	0.0013	0.0021
Si	9.563	6.7892	15.0149	-0.0014	-0.0002	0.0034
Si	-0.0113	-0.2508	16.3496	0.004	-0.0012	0.0239
Si	3.0938	2.9229	16.1273	-0.0019	-0.0017	0.0236
Si	0.2411	5.5306	16.2278	0.0023	-0.0033	0.0248
Si	2.3611	7.86	16.3148	-0.0018	0.0034	0.0254
Si	5.7665	0.23	16.3284	-0.0009	-0.0068	0.0295
Si	8.0275	2.3931	16.2321	0.0022	0.0024	0.0218
Si	5.3204	5.1005	16.0466	0.0049	0.0022	0.0263
Si	8.5637	8.4924	16.3365	-0.0078	-0.0003	0.0286
Si	1.572	17.6991	21.6412	-0.0027	-0.0021	0.012
Si	31.128	-20.5697	26.8875	0.0076	-0.0073	-0.0411
Si	-5.4305	16.8909	18.7595	-0.0035	-0.008	0.0422
Si	3.6399	1.3331	20.8415	0.0046	0.0054	0.0173
Si	-5.6546	21.0312	19.2898	0.0001	-0.0004	0.0407
Si	-2.6676	29.0873	24.1207	-0.0026	-0.0016	-0.0172
Si	-1.5952	7.0545	21.427	0.004	-0.002	0.01
Si	-25.1843	-2.7564	19.2776	0.0037	-0.0012	0.035
Si	-28.8121	-17.5377	25.2621	0.0004	0.0021	-0.0306
Si	-9.3736	-28.2338	23.3952	-0.0025	0.0003	-0.0095
Si	14.0785	7.9291	19.1008	0.0045	-0.0015	0.0371
Si	-22.6665	-7.3054	18.4062	0.0032	-0.0023	0.0354
Si	3.4251	29.788	23.6559	-0.0016	0.0001	-0.0151
Si	-5.4685	3.9136	20.8588	0.0021	0.0002	0.0159
Si	8.775	20.3744	25.9098	0.0012	-0.0009	-0.0445
Si	36.6912	1.5433	26.42	-0.0029	0.0035	-0.0391
Si	10.773	32.9796	24.6315	0.0039	0.0008	-0.0227
Si	23.2901	-9.3539	18.4639	0.0009	0.0027	0.0378
Si	-0.6666	-16.6153	25.3215	0.0021	-0.0017	-0.0536
Si	-7.2346	-4.2	26.5752	-0.0013	-0.0076	-0.0498
Si	-0.9435	-29.8381	23.4298	0.0005	0.0041	-0.0125
Si	-13.3639	-50.3522	21.0593	-0.005	0.0014	0.0142
Si	27.2597	-26.7156	23.3021	0.0063	0.0035	-0.0081
Si	13.8223	32.8122	23.7443	-0.0018	-0.0073	-0.0164
O	-3.0065	18.8812	-10.8849	0.0084	0.0037	-0.0304
O	-11.2957	37.9397	-1.689	0.0029	0.0025	0.0345
O	-8.0849	12.7595	-1.1779	-0.0052	0.0071	0.027
O	-6.2878	-18.7737	-2.6285	0.0004	-0.007	0.0155
O	-15.0576	-1.2535	-0.3625	-0.002	0	0.0151
O	10.6813	1.2911	-2.6659	-0.0092	0.0013	0.0191
O	-5.9824	22.2947	-8.3826	0.0019	-0.0062	-0.009
O	-8.8847	7.7475	-5.7079	0.0065	-0.0019	0.0008
O	9.1786	6.3439	-3.6239	0.004	0.0005	0.0054
O	24.2514	8.5765	-10.8129	-0.0056	-0.0029	-0.0296
O	6.1549	-5.2764	-11.2473	-0.0051	-0.0021	-0.0302
O	36.241	-20.9195	-3.5692	0.0074	0.0091	0.0213
O	0.7035	-16.3997	-4.1585	-0.0024	0.0002	0.0143
O	8.9884	7.831	-5.807	-0.0032	0.0032	0.0002
O	-12.9153	3.1972	-6.2948	0.0049	0.0006	0.0017
O	4.9691	-27.9548	-9.062	0.0033	0.0164	-0.0197
O	14.9972	-4.0884	18.4175	0.002	0.001	-0.0188
O	9.6535	-7.1716	24.7812	0	0.0058	0.0113
O	-14.8543	-26.1598	23.6827	-0.0027	-0.0011	0.003
O	8.7901	18.863	20.1984	-0.0096	0.003	-0.0186
O	-16.6912	11.4914	27.2104	0.0098	-0.009	0.0272
O	-10.8943	6.8367	21.3382	-0.0015	0.0012	-0.0032
O	-0.998	-20.5691	23.5848	0.0076	0.0003	0.0099
O	-1.1641	9.5601	16.8216	0.0015	0.0003	-0.0042
O	19.3605	-16.1207	21.4709	0.0024	-0.0012	-0.0041
O	-17.4958	-18.9753	21.0577	0.0009	0	-0.005
O	5.1091	-0.3735	17.7094	0.0026	0.0066	-0.0319
O	21.0482	20.6402	25.0683	-0.0037	-0.0008	0.0102
O	-10.0785	-10.6073	17.6832	-0.0095	-0.0104	-0.019
O	-4.1709	-1.35	19.5581	0.0028	-0.0014	-0.0099
O	22.942	-1.2459	28.309	-0.0019	0.0028	0.0096
O	4.1833	4.0494	16.5914	-0.0024	-0.003	-0.0098
O	1.9773	5.298	22.1026	-0.0003	0.0032	-0.0033
O	-7.8331	-16.586	26.325	0.0014	0.0049	0.0147
O	22.0832	13.4495	18.7336	-0.0005	-0.0003	-0.0132
O	21.4375	-6.0147	17.6065	0.0049	0.0078	-0.0277
O	-5.8104	6.3691	27.3311	0.0106	-0.0077	0.0263
O	-11.8305	33.2945	28.2539	0.012	-0.0094	0.023
O	6.4713	-14.8694	19.629	-0.0025	0.0002	-0.0125
O	17.8567	14.3746	20.6322	-0.0003	0.0031	-0.0036
O	-7.2778	18.3864	25.1771	0.002	-0.007	0.0224
O	8.5367	2.5536	27.2178	-0.0078	0.0084	0.0267
O	13.1728	18.1733	20.2682	0.0072	0.0031	-0.0189
O	1.348	10.9435	24.0402	0.0002	0.0035	0.0047
O	5.4687	4.875	22.1331	0.0003	-0.0027	-0.0079
O	2.5943	2.2279	17.5022	0.0076	0.005	-0.0281
O	3.1783	-10.023	22.3201	0	-0.0053	0.0048
O	-6.3348	-3.6968	22.8336	-0.0018	-0.0019	0.0118
O	12.1586	-7.0206	28.2438	0.0012	0.0018	0.0104
O	2.7546	-3.2494	27.4934	-0.0079	0.0083	0.0236
O	8.7763	-7.9362	17.5643	-0.009	-0.0109	-0.0224
O	9.4331	14.8924	19.8348	0.0083	-0.0013	-0.016
O	-23.7602	-2.2704	27.2896	-0.0051	-0.006	0.0296
O	14.5326	20.483	23.6362	0.0025	-0.0026	0.0039
O	-3.0978	-2.2612	24.9658	0.0025	0.0045	0.0126
O	1.3526	6.6284	16.6829	-0.0039	-0.0026	-0.0123
O	13.2289	12.0975	19.8393	-0.0081	0.0005	-0.0161
O	4.1224	-12.7136	19.7493	-0.0039	-0.0011	-0.0054
O	0.5501	-18.5502	22.9212	0.0005	0.0033	0.0067
O	-4.013	12.2453	16.7829	0.0012	0.0013	-0.0131
O	-8.0898	-7.1224	24.1285	0.0083	0.0056	0.0063
O	15.8733	5.1706	24.6199	-0.0039	-0.0028	0.0043
O	19.1881	-10.7656	26.2541	-0.0002	0.0074	0.0103
O	28.515	4.2656	28.068	0.0001	-0.0011	0.0173

Results
free energy: -118374.963 eV
free energy less fixed offsets of O -570.45, Si -639.56 eV per atom: -2.483 eV

The program warned: the cutoff lies below the one the program advises for these potential files; the forces do not sum to zero within the program's tolerance; empty levels may hold ghost states of the PAW files; the exchange-correlation potential is rough where the density is thin.
